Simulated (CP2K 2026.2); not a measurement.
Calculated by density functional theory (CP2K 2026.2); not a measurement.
Periodic cell of 460 atoms, Si288O156N16, from a study of silicon, its oxide and their interface. The atomic structure is a simulated model.
Doubt: the forces sum to 1.29 eV/angstrom along one axis rather than to zero, so they err by at least 0.0028 eV/angstrom per atom on average; the grid cutoff is modest.

Settings
functional: PBE
method: Gaussian and plane waves
basis set: DZVP-MOLOPT-SR-GTH
pseudopotentials: GTH-PBE
grid cutoff: 350 Ry, relative cutoff 50 Ry
k points: Gamma only
occupations: fixed
spin: none
net charge: 0

Cell vectors (angstrom)
a 16.3356 0 0
b 0 16.3356 0
c 2.441 -6.5979 28.5287

Atoms and the computed forces on them: element, x, y, z (angstrom), force x, y, z (eV/angstrom)
Si 1.546 14.75 0.232 -0.169 0.191 0.584
Si 3.421 1.924 0.091 0.283 -0.278 0.447
Si 1.202 4.068 0.471 -0.07 0.098 0.507
Si 4.318 6.548 0.261 0.061 0.038 0.431
Si 4.263 2.136 28.27 -0.021 -0.005 0.58
Si 3.692 12.401 0.108 0.194 -0.205 0.672
Si 6.393 15.166 0.146 0.163 -0.112 0.552
Si 8.698 2.009 0.007 0.228 -0.28 0.608
Si 6.582 4.353 0.432 -0.227 0.1 0.414
Si 9.096 7.157 0.056 0.126 -0.07 0.692
Si 9.238 2.687 28.498 -0.014 0.26 0.515
Si 12.162 5.639 28.452 -0.408 0.235 0.531
Si 12.669 14.703 0.102 -0.307 0.075 0.542
Si 14.425 1.581 0.056 0.354 -0.09 0.677
Si 12.143 3.785 0.037 -0.072 0.251 0.602
Si 17.707 -0.519 28.41 -0.139 0.232 0.662
Si 14.437 3.377 28.401 0.24 -0.428 0.574
Si 14.855 12.321 0.06 0.168 -0.101 0.42
Si 2.648 0.09 1.418 0.07 -0.046 -0.026
Si 5.153 2.846 1.497 -0.084 -0.049 -0.068
Si 2.768 5.377 1.613 0.038 0.036 -0.085
Si 5.455 8.147 1.504 -0.003 0.024 -0.005
Si 2.669 10.598 1.213 0.016 0.005 -0.026
Si 5.27 13.59 1.42 -0.047 -0.049 -0.007
Si 7.956 0.136 1.303 0.01 0.019 -0.073
Si 10.589 2.696 1.353 -0.034 -0.033 -0.019
Si 8.115 5.627 1.577 0.023 0.025 -0.023
Si 10.857 8.267 1.151 0.025 0.062 -0.066
Si 8.03 10.997 1.112 0.071 0.001 -0.018
Si 10.886 13.714 1.293 0.002 0.004 -0.016
Si 13.554 -0.018 1.531 -0.001 0.027 -0.004
Si 16.06 2.642 1.491 -0.076 -0.084 -0.044
Si 13.501 5.312 1.275 -0.025 0.009 -0.061
Si 16.364 7.887 1.088 -0.001 0.021 -0.044
Si 13.598 10.858 1.346 -0.027 -0.001 -0.023
Si 16.292 13.562 1.42 -0.01 -0.027 0.029
Si 1.202 1.325 2.796 -0.004 0.027 -0.003
Si 3.983 4.068 3.044 0.048 0.032 0.081
Si 1.317 6.789 2.755 -0.029 0.045 0
Si 4.051 9.52 2.756 0.002 0.003 0.037
Si 1.333 12.076 2.636 0.011 0.038 0.012
Si 4.012 15.046 2.772 0.023 -0.01 0.055
Si 6.611 1.421 2.739 -0.009 0.014 0.053
Si 9.476 4.161 2.794 0.005 -0.009 0.039
Si 6.767 6.88 2.95 -0.056 -0.018 0.034
Si 9.474 9.642 2.548 -0.029 0.004 0.035
Si 6.745 12.255 2.649 0.01 -0.017 0.016
Si 9.451 15.086 2.597 -0.015 -0.002 0.018
Si 12.027 1.324 2.732 0.007 0.006 0.029
Si 14.761 4.038 2.816 0.022 0.026 0.005
Si 12.207 6.843 2.545 -0.036 -0.023 0.009
Si 15.021 9.381 2.513 0.056 0.001 0.025
Si 12.227 12.286 2.687 -0.019 -0.004 -0.01
Si 14.985 14.969 2.809 0.042 0.016 0.03
Si 16.302 -0.044 4.199 -0.013 -0.046 0.021
Si 2.575 2.661 4.216 0.001 -0.031 -0.004
Si 16.26 5.404 4.082 0.016 -0.068 -0.015
Si 2.674 8.17 4.113 -0.014 -0.021 -0.003
Si 16.29 10.784 4.004 -0.05 0 0.004
Si 2.661 13.556 4.016 0.008 -0.005 -0.018
Si 5.384 0.015 4.156 0.012 -0.001 0.027
Si 8.066 2.759 4.079 -0.005 -0.017 -0.027
Si 5.413 5.469 4.255 -0.025 -0.005 0.029
Si 8.21 8.297 4.091 0.038 0.006 -0.014
Si 5.437 10.899 4.07 0.006 0.002 0.034
Si 8.133 13.647 3.97 0.014 0.03 0.011
Si 10.77 -0.034 4.119 0.003 0.001 0.019
Si 13.435 2.668 4.124 0.003 -0.029 -0.011
Si 10.906 5.507 4.053 0.023 -0.002 -0.003
Si 13.609 8.135 3.95 0.006 0.007 0.007
Si 10.843 10.921 4.004 -0.003 0.004 0.001
Si 13.579 13.6 4.084 -0.019 0.013 0.038
Si 1.425 -1.335 10.974 0.022 0.025 0.002
Si 4.119 1.347 10.948 -0.004 -0.002 -0.004
Si 1.45 4.134 10.87 0.004 0.002 -0.011
Si 4.132 6.859 10.919 0.005 -0.006 -0.007
Si 1.435 9.518 10.838 0.01 0.011 0
Si 4.104 12.285 10.835 0.001 -0.001 0
Si 6.867 -1.328 10.902 -0.009 0.016 0.002
Si 9.6 1.41 10.916 0.014 -0.001 -0.025
Si 6.869 4.06 10.93 -0.01 0.012 0.004
Si 9.601 6.788 10.766 0.016 -0.002 -0.017
Si 6.885 9.537 10.885 0.014 0.013 0.016
Si 9.554 12.206 10.875 -0.02 0.012 -0.013
Si 12.305 -1.38 10.916 -0.019 0.015 0.014
Si 15.001 1.377 10.887 -0.027 0.003 -0.005
Si 12.279 4.039 10.874 -0.026 0.027 -0.008
Si 14.989 6.778 10.9 0.014 -0.019 0.026
Si 12.307 9.493 10.874 -0.03 0.007 0.023
Si 15.066 12.302 10.831 0.015 0.002 0.001
Si 2.792 0.023 12.393 -0.022 -0.008 -0.019
Si 5.536 2.659 12.299 0.015 0.007 -0.036
Si 2.774 5.51 12.292 -0.014 -0.029 -0.017
Si 5.532 8.213 12.27 -0.01 0 -0.01
Si 2.763 10.927 12.187 -0.015 -0.004 -0.024
Si 5.466 -2.701 12.185 -0.036 -0.005 -0.012
Si 8.265 0.038 12.245 -0.014 -0.007 -0.006
Si 10.983 2.729 12.335 0.004 -0.023 0.008
Si 8.302 5.47 12.179 0.013 -0.026 -0.022
Si 10.957 8.041 12.188 0.024 -0.041 -0.018
Si 8.28 10.817 12.3 0.007 0.016 -0.004
Si 10.938 -2.814 12.223 -0.007 0.045 -0.012
Si 13.672 0.017 12.281 -0.003 -0.01 -0.033
Si 16.413 2.788 12.171 0.029 -0.019 -0.015
Si 13.62 5.372 12.238 -0.021 0.003 -0.038
Si 16.468 8.101 12.176 0.024 -0.013 -0.022
Si 13.722 10.919 12.121 0.006 -0.017 -0.025
Si 16.392 -2.719 12.304 -0.013 -0.004 0
Si 1.36 1.481 13.629 -0.001 -0.011 0.052
Si 4.24 4.18 13.546 0.02 0.041 0.027
Si 1.46 6.874 13.74 -0.008 -0.025 0.043
Si 4.186 9.662 13.561 0.011 0.017 0.034
Si 1.414 12.221 13.643 0.034 -0.001 0.04
Si 4.193 -1.41 13.719 -0.001 0.017 0.035
Si 6.903 1.276 13.716 -0.002 0.014 0.026
Si 9.62 4.139 13.638 -0.012 0.004 0.064
Si 7.026 6.892 13.535 0.015 0.002 0.038
Si 9.707 9.386 13.618 0.014 -0.015 0.06
Si 6.862 12.279 13.486 -0.006 -0.007 0.041
Si 9.687 -1.312 13.539 0.021 -0.007 0.016
Si 12.415 1.435 13.725 0.005 -0.006 0.073
Si 15.151 4.197 13.549 0.014 0.045 0.051
Si 12.236 6.651 13.638 -0.056 -0.021 0.06
Si 15.115 9.539 13.381 0.06 0.025 0.047
Si 12.331 12.13 13.549 -0.006 0.003 0.02
Si 15.014 -1.369 13.661 0.013 0.041 0.049
Si 16.172 0.234 14.959 0.191 -0.111 -0.666
Si 2.832 2.898 14.84 -0.203 0.062 -0.582
Si 16.061 5.898 15.047 0.402 -0.2 -0.367
Si 2.619 8.59 14.89 0.038 -0.231 -0.578
Si 16.564 10.604 14.887 -0.113 0.181 -0.713
Si 3.009 -3.024 14.993 -0.105 0.228 -0.634
Si 5.928 -0.445 15.046 -0.227 0.209 -0.691
Si 8.034 2.973 14.883 0.176 -0.242 -0.603
Si 5.928 5.302 14.777 -0.312 0.094 -0.664
Si 8.528 7.933 15.068 -0.104 0.21 -0.684
Si 5.336 11.224 14.915 0.133 -0.139 -0.661
Si 8.156 -2.581 14.725 0.039 -0.016 -0.568
Si 11.293 -0.246 14.926 -0.166 0.158 -0.643
Si 14.143 2.613 14.919 -0.213 0.056 -0.668
Si 10.68 5.607 15.186 0.205 -0.152 -0.603
Si 13.764 8.113 14.572 -0.063 -0.019 -0.326
Si 11.519 10.288 14.83 -0.04 0.126 -0.718
Si 13.384 -2.601 14.868 0.244 -0.051 -0.717
Si 7.283 9.98 17.146 0.045 -0.007 0.001
Si 10.226 5.786 21.646 0.237 0.035 -0.008
Si 8.219 -3.602 20.805 -0.05 -0.196 0.179
Si 14.677 -1.007 21.412 0.2 -0.04 -0.065
Si 4.116 3.396 18.662 -0.294 0.122 0.214
Si 8.146 1.915 22.332 -0.042 0.034 0.067
Si 16.561 6.988 25.075 -0.03 -0.007 -0.073
Si 10.538 0.271 17.905 0.005 -0.061 -0.026
Si 3.352 7.564 17.672 -0.067 -0.116 0.069
Si 11.976 -0.579 20.093 0.053 -0.035 -0.019
Si 1.738 -0.789 20.137 -0.145 -0.086 -0.259
Si 6.42 8.127 21.967 0.012 0.154 -0.149
Si 14.692 11.93 17.105 0.011 -0.142 0.045
Si 12.646 10.698 22.012 0.003 0.015 -0.073
Si 6.004 2.874 23.902 -0.028 0.065 0.064
Si 14.979 4.4 25.577 -0.079 -0.037 0.09
Si 15.685 -2.658 23.746 0.066 0.073 -0.027
Si 9.443 8.531 25.791 -0.197 -0.066 -0.075
Si 9.182 7.901 23.006 0.018 0.001 -0.094
Si 3.166 6.322 24.467 -0.1 0.058 0.015
Si 5.76 5.892 17.738 0.115 -0.019 0.139
Si 10.319 -3.939 23.029 -0.181 -0.1 -0.02
Si 12.12 7.906 22.964 -0.094 -0.244 -0.085
Si 3.136 9.521 20.102 0.337 0.233 -0.031
Si 14.342 -5.156 24.388 -0.054 -0.023 -0.06
Si 8.761 2.75 17.911 0.013 0.241 0.095
Si 4.063 -0.296 21.587 0.028 0.089 0.177
Si 4.046 2.831 21.63 0.117 0.016 -0.102
Si 12.231 5.937 25.413 0.136 0.1 0.044
Si 7.075 9.986 26.734 -0.014 0.421 -0.237
Si 4.023 0.866 16.837 -0.002 -0.068 -0.042
Si 6.111 -3.213 26.132 0.098 -0.322 -0.146
Si 10.42 -2.535 18.867 0.04 0.199 -0.045
Si 15.998 -0.263 25.674 0.043 -0.168 0.061
Si 15.953 6.388 20.408 0.22 0.013 -0.202
Si 6.195 -1.877 21.816 0.007 -0.068 0.136
Si 16.773 2.496 24.334 0.083 0.109 -0.038
Si 10.958 1.167 22.075 0.144 0.048 0.117
Si 8.299 5.224 19.383 0.042 -0.097 -0.111
Si 13.82 9.836 19.152 0.008 -0.107 0.159
Si 10.818 -1.107 24.304 -0.041 0.07 -0.049
Si 2.559 3.975 26.264 -0.093 0.062 0.196
Si 3.856 6.913 21.478 -0.041 -0.021 -0.011
Si 1.653 -1.187 17.14 -0.095 -0.093 0.156
Si 13.109 -1.106 26.386 0.005 -0.106 -0.062
Si 4.433 8.776 26.05 0.014 0.017 -0.016
Si 1.74 4.832 17.222 -0.402 -0.116 0.291
Si 9.73 11.827 16.788 -0.148 -0.011 0.046
Si 16.557 9.184 20.453 0.075 -0.074 0.097
Si 6.841 0.073 24.015 -0.071 -0.118 0.049
Si 8.206 -1.238 26.213 0.052 0.076 0.151
Si 13.325 6.756 18.656 -0.068 0.021 0.044
Si 16.114 9.548 26.332 -0.092 0.113 0.017
Si 14.807 4.547 17.181 0.454 0.097 -0.02
Si 11.093 4.759 18.22 -0.047 0.034 0.032
Si 15.12 7.76 22.616 -0.069 0.099 0.012
Si 5.231 10.156 23.712 0.141 -0.163 -0.077
Si 6.229 10.473 19.972 -0.15 -0.161 0.104
Si 15.325 3.737 20.048 0.085 0.278 0.149
Si 9.47 5.587 24.477 0.032 0.297 0.16
Si 16.59 1.352 21.527 0.069 -0.087 0.214
Si 4.19 -4.425 21.46 0.175 -0.016 -0.324
Si 4.681 -1.649 24.169 0.017 -0.142 -0.13
Si 11.412 -5.515 25.506 -0.086 0.034 -0.084
Si 5.497 -0.344 26.473 -0.116 0.284 -0.094
Si 17.562 -3.264 21.595 0.01 -0.04 0.057
Si 7.871 10.53 22.59 -0.116 0.048 -0.23
Si 6.659 2.931 20.009 -0.205 0.001 -0.047
Si 2.053 4.621 20.228 -0.144 -0.048 -0.052
Si 7.367 4.109 26.313 -0.036 -0.13 0.045
Si 12.345 3.612 20.696 -0.098 -0.166 -0.124
Si 16.174 -2.625 19.246 0.175 0.075 -0.001
Si 1.356 14.907 5.469 0.022 0.001 0.018
Si 4.025 1.348 5.524 -0.025 0.005 0.03
Si 1.27 4.082 5.515 0.002 0.009 0.018
Si 4.026 6.839 5.522 0.001 -0.003 0.006
Si 1.335 9.537 5.453 0.011 0.011 0.003
Si 4.075 12.274 5.409 0.018 0.002 0.01
Si 6.802 14.972 5.428 0.017 0.023 0.014
Si 9.438 1.371 5.439 -0.007 0.023 0.015
Si 6.799 4.095 5.528 -0.021 0.002 0.013
Si 9.547 6.864 5.417 -0.011 -0.003 0.003
Si 6.814 9.581 5.458 0 0.025 0.017
Si 9.507 12.297 5.375 -0.002 0.018 0.005
Si 12.211 14.958 5.441 0.005 0.004 0.019
Si 14.894 1.35 5.462 -0.011 0.021 0.014
Si 12.192 4.109 5.469 -0.016 -0.005 0.018
Si 14.937 6.809 5.409 0.011 0.016 -0.016
Si 12.249 9.53 5.329 0.013 0.004 0.012
Si 14.955 12.197 5.386 0.021 0.015 0.009
Si 2.704 -0.046 6.852 0.023 -0.017 0.009
Si 5.433 2.72 6.854 0.007 0.01 -0.002
Si 2.686 5.434 6.853 -0.01 -0.017 0.008
Si 5.462 8.189 6.812 -0.007 -0.007 -0.004
Si 2.735 10.907 6.785 -0.01 0.026 0.009
Si 5.44 13.617 6.794 0.009 -0.012 0.001
Si 8.145 -0.012 6.83 -0.001 -0.017 0.007
Si 10.839 2.711 6.792 -0.014 0.013 0.006
Si 8.196 5.483 6.805 0.003 -0.024 0.006
Si 10.936 8.183 6.768 -0.003 -0.001 -0.003
Si 8.179 10.949 6.788 -0.011 -0.02 0.004
Si 10.873 13.599 6.804 0.005 0 0.017
Si 13.578 -0.024 6.815 0.006 -0.014 0.012
Si 16.274 2.694 6.845 -0.002 -0.003 0.009
Si 13.618 5.437 6.793 0.022 -0.029 0.002
Si 16.32 8.158 6.789 -0.008 -0.004 0
Si 13.597 10.863 6.758 -0.013 0.004 0.001
Si 16.312 13.558 6.787 -0.009 -0.016 0.01
Si 1.356 1.351 8.197 0.001 -0.001 -0.013
Si 4.098 4.095 8.206 0 -0.012 0.001
Si 1.348 6.821 8.184 0.011 0.003 0.003
Si 4.126 9.564 8.152 0.023 0.007 -0.012
Si 1.378 12.257 8.156 0.021 0.008 -0.008
Si 4.107 -1.36 8.191 -0.008 0.016 -0.005
Si 6.811 1.362 8.203 -0.01 0.009 -0.009
Si 9.536 4.092 8.153 0.011 0.012 -0.012
Si 6.815 6.812 8.177 -0.015 -0.001 -0.009
Si 9.562 9.555 8.112 0 0.012 -0.015
Si 6.821 12.279 8.164 -0.004 0.032 -0.01
Si 9.542 -1.362 8.187 -0.01 0.02 -0.006
Si 12.225 1.345 8.157 0.013 0.018 -0.013
Si 14.96 4.081 8.186 0.002 0.006 -0.002
Si 12.29 6.812 8.143 0.003 -0.005 -0.018
Si 14.979 9.532 8.143 0.005 0.008 -0.013
Si 12.266 12.237 8.152 -0.002 0.011 -0.016
Si 14.995 -1.363 8.152 -0.008 0.007 -0.005
Si 16.364 -0.018 9.57 0.016 -0.005 -0.014
Si 2.766 2.709 9.553 0.015 -0.001 -0.027
Si 16.345 5.436 9.534 -0.004 -0.021 0.002
Si 2.787 8.179 9.491 -0.02 -0.013 -0.024
Si 16.378 10.877 9.499 -0.006 -0.005 -0.012
Si 2.72 13.639 9.529 0.01 0.004 -0.011
Si 5.466 0.001 9.561 0.012 -0.002 0.003
Si 8.21 2.735 9.536 0.004 0.002 -0.018
Si 5.478 5.441 9.583 0.006 -0.016 -0.012
Si 8.209 8.185 9.479 0.006 -0.017 -0.012
Si 5.494 10.906 9.533 -0.016 0.002 -0.011
Si 8.187 13.608 9.546 -0.027 -0.007 -0.014
Si 10.914 -0.012 9.566 -0.002 -0.009 -0.013
Si 13.609 2.689 9.51 -0.006 -0.017 -0.005
Si 10.954 5.409 9.474 0.006 -0.027 -0.016
Si 13.661 8.152 9.514 -0.008 -0.013 -0.009
Si 10.925 10.858 9.52 0.004 -0.012 -0.01
Si 13.646 13.624 9.503 0.003 0 -0.009
O 15.113 -1.653 19.994 -0.263 0.229 -0.417
O 11.923 3.618 19.091 0.152 -0.519 -0.23
O 14.052 11.023 22.785 0.347 0.05 -0.303
O 7.228 6.027 18.431 0.067 0.362 -0.015
O 14.804 -3.636 24.668 -0.297 0.11 0.303
O 3.677 1.654 15.477 0.354 -0.214 -0.434
O 6.877 4.063 15.254 -0.104 -0.159 0.21
O 7.85 8.649 16.392 0.111 -0.363 0.357
O 15.04 3.379 26.86 0.494 -0.147 -0.117
O 3.524 8.914 27.378 -0.451 0.158 -0.135
O 9.671 1.521 18.435 -0.049 -0.002 0.569
O 17.108 -5.801 27.16 0.65 0.157 -0.169
O 8.117 0.501 23.135 0.326 -0.229 0.036
O 16.792 -0.503 16.282 -0.249 -0.218 0.1
O 13.796 -3.432 16.2 -0.092 0.152 0.198
O 5.367 0.037 16.511 0.298 -0.239 0.4
O 4.17 12.245 15.477 -0.053 0.021 0.249
O 11.466 -4.954 27.005 0.337 -0.111 -0.003
O 11.217 4.886 16.577 0.109 -0.305 -0.103
O 10.051 -3.371 28.281 0.068 -0.013 -0.219
O 9.014 -3.483 15.775 -0.052 0.164 -0.123
O 8.698 2.57 16.312 0.397 -0.171 -0.032
O 13.907 5.887 17.417 -0.094 0.192 -0.371
O 15.729 11.083 16.202 0.145 -0.221 0.109
O 15.399 9.801 19.52 0.14 0.152 -0.401
O 16.159 6.886 28.241 -0.012 -0.033 -0.204
O 12.116 -0.231 27.296 -0.159 0.004 -0.228
N 5.393 0.794 27.76 0.154 -0.122 -0.047
O 10.837 9.315 25.567 0.5 -0.31 0.014
O 10.717 0.384 16.312 -0.112 0.462 0.036
O 7.712 9.704 28.218 -0.351 0.561 0.413
O 16.962 -0.307 26.974 -0.128 0.215 -0.125
O 4.991 6.926 28.297 -0.257 -0.254 -0.29
O 2.242 -2.467 16.337 -0.057 -0.455 0.104
O 2.643 -1.545 28.098 0.229 -0.115 -0.398
O 7.626 -2.159 21.192 0.286 0.443 -0.208
N 4.463 10.732 20.181 -0.176 0.035 -0.143
O 14.452 6.443 19.792 -0.086 0.028 0.409
O 15.51 10.248 25.008 0.15 -0.101 -0.306
O 7.644 -2.734 25.764 0.458 -0.256 -0.433
O 13.2 4.412 28.213 0.01 -0.073 -0.084
O 3.414 4.954 25.298 0.684 -0.105 -0.267
N 8.794 -4.401 22.218 0.043 0.138 0.059
O 15.931 5.696 25.819 -0.062 -0.083 0.469
N 10.659 7.347 22.229 0.053 0.214 -0.247
O 13.501 4.954 25.259 -0.241 -0.159 -0.051
O 9.814 -1.154 18.256 -0.542 -0.013 -0.303
O 6.707 5.267 27.214 -0.026 0.26 -0.262
O 7.793 7.358 22.341 -0.103 -0.72 -0.035
O 2.831 -0.102 17.302 0.091 0.223 0.189
O 4.81 3.449 22.948 -0.208 0.399 0.204
O 9.36 5.199 22.899 -0.421 -0.568 -0.096
N 7.043 -0.095 25.686 0.119 0.35 0.242
O 1.397 9.571 15.407 0.017 -0.142 0.237
N 6.222 -1.404 23.453 0.298 -0.294 0.087
O 15.795 2.338 20.58 -0.091 -0.245 -0.209
O 9.701 2.19 22.102 0.26 0.712 0.033
O 12.706 9.22 15.309 0.135 0.069 0.1
O 11.095 0.31 23.481 0.244 0.11 0.126
O 4.518 -3.759 28.332 -0.112 -0.214 -0.14
N 2.47 4.025 18.662 -0.182 -0.13 -0.082
O 10.498 -4.628 24.496 -0.124 -0.075 0.053
O 14.415 -0.233 26.005 -0.313 0.532 -0.194
O 6.179 3.42 25.423 -0.456 -0.183 0.32
O 12.32 -1.452 15.357 -0.161 0.098 0.469
O 17.901 6.54 24.304 -0.05 -0.067 -0.156
O 10.408 1.626 28.017 -0.062 -0.109 -0.382
O 12.348 7.232 24.437 0.198 0.213 0.107
O 2.615 3.565 21.344 -0.468 -0.057 0.193
O 3.511 8.19 16.195 0.458 -0.099 -0.227
O 13.289 8.387 18.585 -0.276 0.068 -0.255
O 13.55 7.712 22.214 0.068 -0.087 -0.628
O 17.935 10.043 20.394 -0.172 0.457 -0.021
O 3.928 7.464 25.289 0.293 -0.156 -0.035
O 11.976 0.253 18.689 0.592 0.509 -0.055
O 5.72 6.155 16.149 -0.044 0.282 0.045
O 11.469 4.803 21.376 0.012 0.254 0.366
N 4.939 3.1 20.18 0.104 -0.014 -0.069
O 9.397 7.891 27.283 0.18 -0.4 -0.062
O 7.457 3.082 23.211 0.214 0.487 0.127
O 8.291 9.698 25.709 0.17 0.355 -0.377
O 8.364 4.812 25.296 0.066 -0.208 -0.328
O 9.428 -3.304 19.839 0.242 -0.327 -0.182
O 4.946 -3.105 24.927 -0.334 -0.625 -0.06
O 11.939 9.513 22.88 -0.614 0.123 0.511
O 2.698 -3.85 21.419 -0.169 0.048 -0.281
O 18.087 4.9 27.367 0 0.02 -0.154
O 11.789 6.167 18.802 -0.179 0.431 0.105
O 2.998 8.785 18.668 -0.206 0.158 -0.207
O 2.941 5.979 20.508 0.096 0.151 -0.05
O 15.562 0.208 21.984 0.019 -0.064 0.346
O 10.691 -3.618 17.724 0.638 -0.026 0.016
O 6.552 9.696 18.577 -0.302 -0.433 -0.003
O 13.722 -2.351 27.239 -0.049 -0.35 -0.091
O 9.289 6.074 20.343 0.197 0.573 -0.006
O 3.774 1.252 21.898 -0.437 0.003 0.155
O 5.748 1.278 23.89 -0.489 -0.178 -0.069
O 13.736 10.953 17.978 -0.624 0.162 -0.059
O 4.353 -0.533 25.327 -0.508 0.425 0.082
N 9.261 7.306 24.614 -0.09 -0.055 0.146
O 15.563 -3.405 18.013 0.338 0.254 -0.335
O 14.874 8.981 27.248 -0.62 0.252 -0.086
O 13.91 3.601 16.204 -0.588 0.066 0.126
O 12.007 6.351 26.974 -0.106 0.518 -0.139
O 14.928 7.113 15.282 -0.088 -0.067 0.377
O 11.578 -4.412 22.089 0.213 0.15 -0.224
N 16.665 4.866 20.178 0.104 -0.007 -0.078
O 12.964 -5.509 25.107 0.008 -0.126 0.339
O 3.33 -0.799 20.237 0.453 -0.17 -0.55
O 17.654 0.725 20.486 0.297 0.265 -0.365
N 8.124 -1.073 27.955 -0.014 0.137 -0.064
O 15.097 1.376 15.454 0.07 -0.234 0.355
O 17.014 8.247 25.975 0.74 0.071 0.325
O 5.466 7.088 21.147 0.29 -0.134 -0.198
O 10.732 0.023 20.947 -0.636 -0.359 -0.27
O 16.827 7.657 19.909 0.594 -0.16 -0.61
O 10.771 10.77 16.183 -0.022 -0.194 0.301
O 6.721 -5.479 23.734 0.063 0.338 0.323
O 14.683 -2.091 22.602 -0.274 -0.066 -0.139
N 6.348 -4.781 26.912 0.043 0.019 -0.107
O 17.57 -1.649 21.426 -0.188 0.386 0.313
O 16.314 -1.51 24.689 0.491 -0.156 -0.055
O 4.269 11.033 22.798 -0.585 0.18 0.363
O 4.375 10.062 25.073 -0.551 0.489 0.034
O 16.876 -3.524 23.032 0.09 -0.586 0.379
O 10.924 5.097 24.983 -0.092 -0.469 -0.111
O 15.001 3.637 18.484 0.183 -0.427 -0.337
O 5.118 4.423 17.916 0.028 -0.064 -0.324
O 8.524 10.981 17.465 0.083 0.043 0.373
O 5.584 -0.562 21.111 0.275 0.465 -0.484
O 3.684 -1.256 22.914 -0.627 -0.138 -0.044
O 2.26 6.37 17.439 -0.294 -0.032 -0.11
O 8.243 3.096 27.244 -0.087 -0.251 -0.041
O 10.424 -2.319 23.27 -0.23 0.068 -0.186
O 7.246 2.613 18.515 -0.305 -0.262 -0.264
N 17.464 -1.573 18.736 0.03 -0.016 -0.113
O 15.361 7.612 24.183 -0.601 -0.042 0.159
O 15.793 6.438 22.006 0.178 -0.52 0.374
N 9.405 4.292 18.436 -0.04 -0.015 0.003
O 7.063 -4.456 20.033 0.027 0.08 -0.145
O 16.661 -3.74 20.332 -0.261 -0.718 -0.063
O 5.614 -1.901 27.059 0.005 -0.01 0.485
O 13.22 -0.424 21.083 -0.196 0.128 0.262
O 15.921 9.019 21.953 0 0.654 0.31
O 5.543 8.613 23.262 -0.125 -0.433 0.276
N 6.939 9.666 21.322 0.084 0.04 -0.046
O 5.248 -3.2 21.576 0.034 -0.056 -0.249
O 15.541 3.556 24.313 -0.451 0.155 -0.313
O 11.751 -2.136 19.701 0.315 -0.469 0.216
O 12.213 -1.499 25.083 0.124 -0.261 -0.138
O 3.565 2.911 26.985 0.187 0.009 -0.245
O 17.929 3.131 25.271 -0.055 -0.12 -0.01
O 9.573 6.768 15.607 0.196 0.057 0.402
O 3.324 8.43 21.299 -0.031 0.126 0.537
O 2.393 3.96 16.015 -0.016 0.029 -0.151
O 12.117 2.208 21.518 0.451 -0.126 0.083
O 7.081 -1.551 15.435 0.17 0.145 0.535
O 4.212 1.952 17.978 -0.005 -0.028 0.347
O 7.384 4.334 20.386 -0.183 0.172 0.422
O 15.737 -3.902 28.139 0.113 0.121 -0.341
O 17.197 2.123 22.812 0.169 0.158 0.097
O 13.914 4.015 20.82 0.1 0.306 0.527
O 7.258 1.794 20.989 -0.352 -0.67 -0.021
O 3.735 6.3 22.962 0.339 -0.33 0.062
O 6.152 10.643 16.201 -0.142 -0.08 -0.004
N 16.382 5.066 16.62 0.108 0.009 0.106
O 4.733 7.001 18.303 -0.026 0.165 0.511
O 9.025 9.499 23.071 0.545 0.054 0.134
O 9.627 -0.984 25.436 0.149 0.207 0.126
O 16.305 1.114 24.958 -0.045 0.012 0.03
O 12.963 10.286 20.468 -0.141 0.032 -0.162
O 6.006 8.782 26.479 0.208 -0.606 -0.119

Results
total energy: -103548.055 eV
total energy less fixed offsets of N -271.95, O -438.35, Si -107.03 eV per atom: 10.385 eV
